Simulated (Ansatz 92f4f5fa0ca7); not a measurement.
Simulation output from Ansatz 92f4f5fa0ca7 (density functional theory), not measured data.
Periodic cell of 208 atoms, Si128O80, from a study of silicon, its oxide and their interface. The atomic structure is a simulated model.
This geometry differs little from another in the collection (a relaxation step or a small displacement).

Settings: functional r2SCAN; potential files Ansatz PAW; basis plane waves; wave-function cutoff 800 eV; density cutoff ratio 5; exchange-correlation grid ratio 1; k mesh 1 x 1 x 1, shifted by 0.5 0.5 0 of a step; self-consistency stop 1e-10 eV per atom in the density residual; occupations fixed; spin none; net charge 0.

Cell vectors (angstrom)
a  10.88  0  0
b  0  10.88  0
c  4.175  -4.5406  30.61

Atoms and the computed forces on them: element, x, y, z (angstrom), force x, y, z (eV/angstrom)
Si  1.1236  -1.0124  0.1788  0.0052  -0.0047  -0.03
Si  3.7872  1.6469  0.2623  0.007  -0.0054  -0.0378
Si  1.6058  3.8082  0.1369  -0.0045  0.004  -0.0333
Si  4.4125  -4.3557  0.1039  -0.0012  0.0049  -0.0256
Si  -3.8612  -1.669  0.0024  -0.0046  0.004  -0.0269
Si  -1.1309  1.106  0.0342  -0.0026  0.0032  -0.0329
Si  6.5765  4.2836  -0.0105  0.0027  -0.0056  -0.0328
Si  -1.6279  -3.8639  -0.035  0.0031  -0.0045  -0.0363
Si  2.6439  0.0848  1.5487  -0.0011  0.0006  0.0008
Si  5.4344  2.7917  1.4259  -0.0013  0.0019  0.004
Si  2.7662  -5.4587  1.3819  0.0014  0.0007  -0.0034
Si  5.4971  -2.7642  1.4161  0.0001  0.0007  0.0047
Si  -2.7236  -0.0537  1.3158  -0.0009  -0.0002  0.0033
Si  0.002  2.6693  1.3966  -0.0022  0.0003  0.0001
Si  8.1376  5.45  1.318  -0.0009  -0.0003  0.0046
Si  -0.0451  -2.7044  1.3113  -0.0009  0.0025  0.0001
Si  1.3066  1.4043  2.8957  -0.0011  0.0011  -0.0023
Si  4.0947  4.1158  2.8254  -0.0013  0.0023  0.0001
Si  1.3538  -4.0642  2.6563  -0.0026  0.0002  0.0043
Si  4.0815  -1.3659  2.7052  -0.0012  -0.0009  -0.0036
Si  6.8038  1.3455  2.6728  -0.0012  -0.0002  0.0019
Si  9.5084  4.0865  2.6623  -0.0026  -0.0001  0.0019
Si  6.8324  6.7757  2.7909  -0.0013  -0.0008  -0.0026
Si  -1.3793  -1.3749  2.7478  0.0006  -0.0011  0.0055
Si  -0.0439  -0.0161  4.1464  -0.0012  0.0003  0.0024
Si  2.722  2.756  4.1653  -0.0021  0.0003  0.0038
Si  -0.0054  -5.4338  4.0271  -0.0004  0.0013  -0.0016
Si  2.7087  -2.7169  4.0517  -0.0022  -0.0003  0.0012
Si  5.4388  -0.0005  4.0554  -0.0007  0.0012  0.0021
Si  8.158  2.7219  4.0361  -0.0016  -0.0009  -0.0006
Si  5.4551  5.4598  4.1545  -0.0006  0.0005  0.003
Si  8.1706  -2.7282  4.1239  -0.0006  0.0005  -0.0013
Si  1.309  -1.3555  10.8582  -0.0014  -0.0027  -0.0036
Si  4.0728  1.3858  10.8447  0.0037  0.0012  -0.0023
Si  1.3948  4.0865  10.8857  0.0003  -0.0003  0.0015
Si  4.0667  -4.0933  10.872  -0.0012  0.0011  -0.0014
Si  6.8162  -1.3559  10.8877  -0.0001  0.0016  0.001
Si  -1.3679  1.3338  10.8932  -0.0025  -0.0001  0.0023
Si  6.7621  4.053  10.8003  -0.0029  -0.0036  0.0034
Si  -1.3337  -4.0166  10.8131  0.0018  0.0039  0.0036
Si  2.6198  0.0869  12.1447  0  0.0001  0.0016
Si  5.4992  2.6513  12.2255  -0.0008  0.001  0.0044
Si  2.7498  5.4322  12.2836  -0.0002  -0.0004  -0.0023
Si  5.4193  -2.7135  12.2005  -0.0015  -0.0006  0.0003
Si  -2.7101  -0.0247  12.2993  -0.0007  -0.0006  0.0022
Si  0.0181  2.712  12.2001  0.0008  -0.0008  -0.0006
Si  8.0883  5.5239  12.0199  -0.0026  0.0011  0.0011
Si  0.0145  -2.7303  12.2799  -0.001  0.001  -0.0023
Si  1.3243  1.3988  13.6668  -0.0006  -0.0002  0.0007
Si  4.1607  4.0356  13.5514  0.0014  0.0022  0.0025
Si  1.4013  -4.1059  13.6918  -0.0001  0  -0.0041
Si  4.0017  -1.289  13.396  0.0001  0.0008  -0.0082
Si  -4.053  1.2877  13.7217  -0.0024  -0.0012  0.004
Si  -1.4318  4.1614  13.2799  0.0007  0.0009  -0.0011
Si  6.7883  -4.0857  13.5203  -0.0009  -0.0004  0.0003
Si  -1.3581  -1.3681  13.6751  -0.0013  -0.0001  -0.0046
Si  0.2206  -0.2243  15.0051  -0.0025  0.0037  0.0362
Si  3.0196  2.5099  14.8804  -0.0093  0.0051  0.042
Si  -0.3445  -5.2719  14.7445  -0.0037  -0.0066  0.0298
Si  2.5414  -2.3846  14.8431  0.004  0.0052  0.0325
Si  5.095  0.1259  14.8997  -0.0022  -0.006  0.0239
Si  -2.806  3.0076  14.7528  0.0063  0.0009  0.0297
Si  5.7826  5.1316  14.8284  -0.0017  0.0086  0.0349
Si  -2.5325  -3.0092  14.8892  -0.0081  0.0023  0.0372
Si  4.0818  -0.3055  -6.7437  0.0039  0.0064  -0.0174
Si  -0.8793  3.6135  16.9253  -0.0055  0.0013  0.0613
Si  -1.8632  1.8578  -4.869  0.0071  -0.0087  -0.047
Si  0.3721  -5.1465  -2.0012  0.008  0.0079  -0.0608
Si  -0.3581  -0.5994  17.9011  -0.0052  -0.0061  0.0606
Si  6.8  1.0627  -6.8849  -0.0047  0.0004  -0.0109
Si  1.917  2.7561  17.637  0.007  -0.0015  0.0562
Si  3.4047  5.2481  -6.4589  0.0083  -0.0006  -0.0157
Si  -2.465  -2.6052  17.8209  0.0035  0.0036  0.0606
Si  5.2505  -4.6737  17.7235  -0.0064  -0.0149  0.0577
Si  5.5308  0.201  -1.9855  -0.0101  0.0083  -0.0566
Si  0.3256  -0.9768  -8.4723  -0.0021  0.007  0.016
Si  3.2233  -0.7819  -3.8415  -0.0138  0.007  -0.0552
Si  0.0531  -2.5171  -5.9186  -0.0102  0  -0.0199
Si  -0.1565  3.522  -6.9746  0.0055  -0.0004  -0.0062
Si  -2.424  -3.3172  -7.436  -0.0031  -0.0003  0.0015
Si  -2.6818  3.9232  21.5136  -0.0001  -0.0122  0.0248
Si  8.072  5.3488  18.7507  -0.0015  -0.0004  0.0459
Si  0.9895  -5.2791  -4.9696  0.01  0.0053  -0.0477
Si  6.41  1.4848  21.375  -0.0022  0.0039  0.0155
Si  1.7411  1.216  -7.3329  0.0004  0.0021  -0.0045
Si  5.7315  -4.399  -7.553  0.0038  -0.0008  0
Si  5.2576  3.5787  -7.9128  0.0031  0.0044  0.0136
Si  3.3458  0.8631  21.4328  0.0049  0.0041  0.0277
Si  1.7084  -5.1192  21.8416  0.0027  -0.0051  0.0203
Si  7.8305  2.3536  -2.1763  -0.0033  -0.0046  -0.0624
Si  2.5841  -2.8548  -1.8614  -0.0095  0.0008  -0.0532
Si  4.4871  -1.8768  17.1233  -0.0002  -0.0004  0.0653
Si  0.5716  0.1087  -4.5819  -0.0042  -0.0045  -0.0375
Si  2.4795  -0.0651  18.6186  -0.0008  0.0073  0.05
Si  -2.5213  -0.5685  19.9096  -0.0054  0.0064  0.044
Si  3.1501  4.9065  19.5411  -0.0038  0.0042  0.0476
Si  1.3618  -1.3713  5.4498  -0.0002  0.0002  -0.0008
Si  4.088  1.3471  5.4528  -0.0012  -0.001  -0.0007
Si  1.335  -6.758  5.4498  -0.002  -0.0002  -0.0012
Si  4.065  -4.0495  5.4461  -0.0004  0.0011  -0.0016
Si  6.783  -1.355  5.4356  -0.0016  0.0005  -0.0014
Si  9.4869  1.3825  5.4481  -0.0006  0.0016  -0.0006
Si  6.8173  4.0607  5.4496  -0.0008  0.0007  -0.0009
Si  -1.341  6.7835  5.4436  -0.0017  -0.0006  -0.0015
Si  2.7195  -0.0059  6.8132  -0.0015  0.0011  0.0005
Si  5.4475  2.7107  6.8009  -0.0026  0.0014  0.0013
Si  2.6973  -5.4025  6.787  0.001  -0.0002  -0.0002
Si  5.4266  -2.7049  6.8079  0.0008  -0.0001  0
Si  8.1238  0.0226  6.7822  0  -0.0004  0.0001
Si  -0.0078  2.7324  6.7978  -0.0001  0.0007  -0.0006
Si  -2.7058  5.4277  6.8086  -0.0022  0.0013  -0.0018
Si  0.0048  -2.7308  6.802  -0.0019  0.0009  0.0014
Si  1.352  1.3684  8.1589  0.0002  -0.0013  0.003
Si  4.0593  4.0962  8.0987  0.0006  -0.0001  0.0001
Si  1.3618  -4.0691  8.1733  -0.0015  0  0.0008
Si  4.0754  -1.3614  8.179  -0.0013  0.0011  0.0022
Si  6.788  1.3541  8.1734  0.0003  0.0001  0.0004
Si  -1.3478  4.0775  8.1752  -0.0018  0.0012  0.0021
Si  6.7967  -4.0793  8.1499  -0.0002  0.0005  0.0015
Si  9.5005  -1.3375  8.1001  0.0008  -0.0004  0.0002
Si  -0.0368  -0.0078  9.488  -0.0013  -0.0001  0.0036
Si  2.7341  2.7516  9.4845  -0.0012  0.0014  0.0025
Si  0.0199  -5.4386  9.5261  -0.0004  0.0018  -0.0024
Si  2.7071  -2.7128  9.5365  -0.0007  -0.0006  -0.0019
Si  5.434  -0.0055  9.5343  0.0016  0.0006  -0.0019
Si  8.1714  2.7024  9.5122  -0.0013  -0.0019  0.0001
Si  5.4019  5.4297  9.4756  -0.0027  -0.0003  0.0019
Si  8.1645  -2.6803  9.4752  -0.0014  0.0002  0.0022
O  -2.4734  4.8946  20.2552  -0.0006  0.0083  -0.0335
O  4.0916  1.3484  15.345  0.0054  -0.0014  -0.021
O  8.1404  -2.7541  -0.5306  -0.0016  0.0024  0.0194
O  -1.7489  2.6237  15.9588  -0.0155  -0.0025  -0.0298
O  -1.8255  1.7599  -1.2926  0.0132  -0.0099  0.0414
O  3.4056  -2.676  16.2014  -0.0157  -0.004  -0.0416
O  1.1775  2.7204  -7.468  -0.0003  -0.0001  -0.0002
O  -1.0253  -4.6079  -1.3774  -0.0147  0.0092  0.0337
O  -1.402  -4.1342  15.2437  0.0054  -0.002  -0.021
O  7.2034  3.6229  -1.3801  -0.0084  0.0138  0.038
O  -0.3041  0.2305  16.4981  0.0041  0.003  -0.0477
O  6.254  -1.0897  -1.3263  0.0124  -0.0151  0.0278
O  6.9392  4.0639  15.3145  0.0001  -0.0006  -0.0118
O  4.5942  -0.1823  -3.239  0.0187  0.0058  0.0347
O  7.84  1.0381  -5.6409  0.0062  0.0038  0.0152
O  -0.8718  4.0436  -8.3092  -0.0002  0.0047  -0.01
O  5.3605  -0.8225  16.226  0.0079  0.0131  -0.0309
O  4.8461  1.327  21.0424  -0.003  -0.001  -0.0064
O  0.0139  0.026  -0.4615  0.002  0.0003  0.0141
O  2.4736  3.2988  16.2125  0.0102  -0.0021  -0.0483
O  7.1036  -3.9556  -6.8502  0.002  -0.0031  -0.0016
O  4.5246  0.8685  -0.9397  -0.0175  0.0138  0.0338
O  2.5528  0.5194  20.0992  -0.0065  -0.0127  -0.0327
O  4.232  4.5991  20.731  -0.0032  -0.0018  -0.0198
O  -1.4388  2.9287  21.8532  -0.0022  0.0028  -0.0086
O  6.885  3.0225  21.211  0.0025  0.003  -0.0026
O  -2.0077  -1.3897  21.2306  -0.004  0.0008  -0.0189
O  1.4127  -3.934  -1.9251  0.0061  0.0007  0.027
O  7.7028  -2.6386  16.3573  0.0022  -0.0027  -0.0462
O  -1.4873  -2.9193  -6.189  0.0055  -0.0029  0.0005
O  3.8689  -3.5587  -1.2071  0.0136  -0.0103  0.029
O  5.1587  -5.1145  16.1805  0.0035  -0.012  -0.0515
O  -1.2934  0.0969  19.0506  0.0123  -0.0034  -0.0261
O  0.2937  5.282  -3.5493  -0.0054  0.002  0.0453
O  2.4205  -5.277  -7.6908  -0.0007  -0.0017  -0.0009
O  5.9849  5.0065  -8.1712  -0.0006  -0.0028  -0.0025
O  0.9135  -3.7225  -5.322  0.0011  -0.008  0.0123
O  3.8601  -5.0751  18.4257  0.0165  0.0116  -0.0282
O  7.389  0.5468  -8.3017  -0.0027  -0.0024  0.001
O  2.5914  3.5517  18.8732  -0.0084  -0.0125  -0.0304
O  3.4157  -0.9132  -5.4227  -0.0041  -0.0039  0.0179
O  -0.0489  4.7286  16.0848  0.0033  0.015  -0.0373
O  -0.7204  0.9656  -4.1256  -0.0035  0.0019  0.0126
O  0.0673  -1.4046  -4.7637  0.0028  0.0049  0.0114
O  -2.0016  4.299  17.8431  0.0116  -0.0106  -0.028
O  2.0659  -1.5843  -1.0185  -0.0143  0.0135  0.032
O  1.0202  0.6475  -6.0215  -0.0042  -0.0065  0.0134
O  0.7342  -2.0345  -7.3168  -0.0039  0.0014  0.0037
O  6.4769  5.4179  18.4393  -0.0013  0.0057  -0.025
O  2.3844  1.2157  17.6463  0.0009  0.0037  -0.0169
O  1.8731  0.1274  -3.5969  0.0115  -0.0041  0.0194
O  2.7143  2.7127  -0.3858  -0.0029  0.0017  0.0088
O  3.8469  -1.4439  -7.8383  0.001  0.0022  -0.0006
O  3.7355  -1.0107  18.2663  0.0097  -0.01  -0.0321
O  1.1107  -0.8886  18.4787  -0.0042  0.0004  -0.0227
O  2.9876  -2.2858  -3.3043  -0.0026  -0.0127  0.0263
O  4.0895  3.8267  -6.8076  -0.0007  0.0005  -0.0008
O  0.2929  2.851  17.7463  -0.0013  0.0012  -0.0179
O  -2.5056  2.7452  -3.6612  -0.0112  0.0052  0.0382
O  -1.5967  -4.2986  -8.4014  0.0058  -0.0048  -0.0049
O  6.6793  1.2435  -2.413  -0.0048  -0.0036  0.026
O  6.2708  2.5414  -7.2299  0.0006  -0.0016  -0.0005
O  7.958  -2.0464  -8.2939  0.004  0.0042  -0.006
O  5.5587  -4.3  22.0172  -0.0021  -0.0007  -0.0018
O  5.4684  5.4051  -0.4729  0.0016  0.0008  0.0074
O  -0.9742  -2.0473  17.5649  0.0004  -0.0018  -0.0189
O  -1.0616  -0.2571  -8.0271  -0.0005  0  -0.0073
O  3.343  1.0883  -7.1654  0.0013  -0.0036  0.0001
O  2.5595  5.1749  -5.0807  -0.0059  0.0004  0.0131
O  7.6635  -1.6191  18.8786  0.001  -0.0116  -0.0249
O  5.3776  -3.0502  17.8126  -0.0025  0.0042  -0.028
O  7.3034  0.5573  20.3865  0.0069  -0.0076  -0.0134
O  4.5724  -4.5006  -6.414  -0.0034  0.0001  0.0041
O  -2.2668  -4.0472  18.4882  -0.0017  0.0038  -0.0175
O  1.3892  -1.3282  15.3208  0.0025  -0.0061  -0.0162
O  5.621  0.0458  -6.4743  -0.0017  0  0.0052
O  -1.1654  2.6722  -6.0667  -0.0039  -0.0026  0.0163
O  1.9304  -5.1444  20.2352  0.0042  -0.0035  -0.0196
O  0.1887  4.8105  -6.0982  0.0019  0.0049  0.0153
O  0.8895  4.4527  -1.1773  0.0074  -0.0143  0.0395

Results
free energy: -127504.236 eV
free energy less fixed offsets of O -570.45, Si -639.56 eV per atom: -4.556 eV

The program warned: the cutoff lies below the one the program advises for these potential files; the forces do not sum to zero within the program's tolerance; empty levels may hold ghost states of the PAW files; the exchange-correlation potential is rough where the density is thin.
